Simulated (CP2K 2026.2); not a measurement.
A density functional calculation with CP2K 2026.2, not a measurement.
Periodic cell of 547 atoms, Si316O221N10, from a study of silicon, its oxide and their interface. The atomic structure is a simulated model.
Doubt: the forces sum to 1.51 eV/angstrom along one axis rather than to zero, so they err by at least 0.0028 eV/angstrom per atom on average; the grid cutoff is modest.

Settings: functional PBE; method Gaussian and plane waves; basis set DZVP-MOLOPT-SR-GTH; pseudopotentials GTH-PBE; grid cutoff 350 Ry, relative cutoff 50 Ry; k points Gamma only; occupations fixed; spin none; net charge 0.

Cell vectors (angstrom)
a	16.3305	0	0
b	0	16.3305	0
c	0	0	34.6168

Atoms and the computed forces on them: element, x, y, z (angstrom), force x, y, z (eV/angstrom)
Si	16.17	0.409	0.127	-0.028	-0.229	0.739
Si	2.984	2.49	0.096	-0.102	0.101	0.802
Si	15.898	5.687	0.127	0.394	-0.206	0.711
Si	2.431	8.215	0.077	0.198	-0.027	0.683
Si	0.304	10.522	0.121	-0.076	0.1	0.788
Si	3.023	13.049	34.501	-0.351	0.533	0.665
Si	5.167	0.19	34.522	0.197	-0.145	0.67
Si	8.13	2.875	0.035	0.128	-0.3	0.724
Si	5.805	5.005	0.069	-0.172	0.242	0.869
Si	8.189	8.019	34.544	-0.253	0.236	0.686
Si	5.351	10.928	0.284	0.122	-0.259	0.796
Si	8.359	13.271	34.595	-0.084	0.207	0.69
Si	11.292	16.052	34.59	-0.225	0.06	0.791
Si	13.944	2.605	0.086	-0.238	0.08	0.738
Si	10.515	5.817	34.612	0.248	-0.182	0.764
Si	13.868	8.12	0.283	-0.303	0.053	0.654
Si	10.467	11.054	0.208	0.18	0.125	0.706
Si	13.451	13.787	34.561	0.128	-0.118	0.792
Si	1.379	1.465	1.488	0.018	0.003	-0.035
Si	4.175	3.994	1.408	0.013	0.014	-0.077
Si	1.313	6.684	1.389	-0.034	-0.016	-0.051
Si	4.027	9.383	1.411	-0.016	-0.005	-0.066
Si	1.431	12.137	1.361	0.008	0.025	-0.074
Si	3.99	14.914	1.148	-0.037	-0.092	-0.014
Si	6.838	1.283	1.229	0.031	-0.021	-0.029
Si	9.593	4.114	1.351	-0.002	0.027	-0.054
Si	6.76	6.763	1.309	0.01	-0.011	-0.071
Si	9.273	9.539	1.465	0.015	-0.047	-0.033
Si	6.872	12.21	1.475	-0.001	0.018	-0.042
Si	9.589	14.906	1.21	-0.007	0.031	-0.068
Si	12.337	1.362	1.293	0.02	-0.02	-0.06
Si	14.931	4.116	1.558	0.004	-0.002	-0.035
Si	12.168	6.875	1.342	-0.021	-0.012	-0.05
Si	15.072	9.555	1.574	0.018	0.007	-0.004
Si	12.235	12.234	1.279	-0.019	-0.005	-0.054
Si	15.026	14.986	1.257	-0.02	0.009	-0.072
Si	0.05	2.813	2.857	-0.003	-0.014	0.017
Si	2.714	16.262	2.663	0.037	0.01	0.03
Si	0.028	8.077	2.842	0.019	-0.03	0.023
Si	2.762	5.382	2.709	-0.004	0.011	0
Si	0.041	13.594	2.621	-0.017	-0.011	0
Si	2.748	10.815	2.792	0	-0.022	0.022
Si	5.531	2.617	2.72	-0.004	0.013	0.026
Si	8.207	16.266	2.593	0.022	-0.005	-0.013
Si	5.42	8.075	2.739	0.023	0.018	-0.003
Si	8.176	5.448	2.703	-0.015	-0.007	0.043
Si	5.42	13.653	2.64	-0.03	0.004	-0.008
Si	8.081	10.868	2.918	-0.016	0.017	0.031
Si	10.947	2.709	2.668	0.004	-0.031	-0.019
Si	13.679	0.004	2.695	0.011	-0.009	0.036
Si	10.808	8.222	2.711	0.007	0.029	0.035
Si	13.478	5.471	2.781	-0.019	0.01	0.002
Si	10.897	13.591	2.688	0.026	-0.016	0.023
Si	13.597	10.943	2.722	-0.028	0.017	0
Si	1.424	4.119	4.173	-0.001	-0.006	0.026
Si	4.109	1.29	4.039	-0.005	-0.003	-0.018
Si	1.375	9.477	4.156	0.006	-0.011	0.006
Si	4.077	6.75	4.106	-0.012	0.002	0.002
Si	1.361	14.939	4.046	-0.004	0.006	0.009
Si	4.114	12.254	4.063	0.014	-0.008	-0.006
Si	6.834	4.052	4.064	-0.034	0.021	-0.008
Si	9.537	1.336	3.989	-0.026	0	-0.001
Si	6.716	9.469	4.162	0.003	-0.015	0.007
Si	9.511	6.808	4.084	-0.007	0.006	-0.015
Si	6.821	14.974	4.021	-0.003	0.014	-0.005
Si	9.548	12.251	4.116	0.035	0.007	-0.01
Si	12.21	4.053	4.132	-0.002	0.046	0.023
Si	15.001	1.365	4.102	-0.011	-0.013	-0.011
Si	12.218	9.56	4.054	-0.004	-0.027	-0.005
Si	14.915	6.773	4.142	-0.003	0.011	-0.003
Si	12.266	14.976	4.042	-0.007	0.007	-0.034
Si	14.982	12.291	4.039	0.03	0.014	0.002
Si	0.024	16.315	5.434	0.017	0.001	0.004
Si	2.778	2.683	5.436	0.018	-0.012	-0.009
Si	16.324	5.44	5.496	0.025	-0.002	0.013
Si	2.743	8.128	5.49	0.027	0	0.012
Si	16.306	10.892	5.42	-0.04	0.014	-0.005
Si	2.733	13.604	5.417	-0.009	0.005	0.008
Si	5.484	16.328	5.424	-0.01	-0.007	-0.004
Si	8.199	2.701	5.405	0.015	-0.007	-0.001
Si	5.46	5.399	5.442	0.005	0.004	0.001
Si	8.145	8.136	5.465	0.015	0.005	-0.004
Si	5.418	10.893	5.488	-0.031	-0.016	0.022
Si	8.168	13.625	5.432	-0.019	-0.023	0.012
Si	10.893	16.329	5.402	0.004	0.008	-0.012
Si	13.618	2.709	5.465	0.033	-0.01	-0.007
Si	10.843	5.436	5.462	-0.005	-0.012	0.014
Si	13.556	8.186	5.434	-0.043	0.003	0.005
Si	10.892	10.889	5.464	0.008	0.014	0.002
Si	13.625	13.627	5.421	0.001	0.001	0.009
Si	1.388	1.355	6.788	-0.004	-0.019	-0.011
Si	4.109	4.056	6.813	-0.002	-0.011	-0.002
Si	1.365	6.792	6.846	-0.029	0.022	0.012
Si	4.069	9.52	6.841	-0.018	0.019	0.006
Si	1.356	12.247	6.767	0.026	-0.005	-0.006
Si	4.103	14.984	6.772	0.018	0.001	0.007
Si	6.827	1.378	6.792	-0.007	0.013	-0.004
Si	9.492	4.074	6.819	-0.017	0.002	0.002
Si	6.8	6.775	6.823	-0.006	0	0.001
Si	9.521	9.505	6.8	0.002	0.004	-0.009
Si	6.824	12.254	6.813	0.002	-0.011	0.009
Si	9.538	14.983	6.803	-0.004	0.024	0.006
Si	12.239	1.35	6.801	-0.005	-0.006	0.005
Si	14.977	4.059	6.846	-0.006	-0.006	0.013
Si	12.21	6.815	6.802	0.012	0.005	0.003
Si	14.918	9.549	6.778	0.003	-0.014	-0.002
Si	12.262	12.258	6.788	-0.011	-0.02	-0.007
Si	14.976	14.975	6.794	-0.009	0.017	-0.002
Si	0.036	2.695	8.188	0.006	-0.007	-0.002
Si	2.766	0.035	8.15	0	0.019	-0.003
Si	16.293	8.19	8.114	0.017	0	0.003
Si	2.735	5.402	8.188	0.026	-0.013	-0.007
Si	0.006	13.604	8.133	-0.008	-0.015	-0.004
Si	2.692	10.897	8.157	-0.015	-0.017	0.006
Si	5.5	2.763	8.185	-0.005	0.001	0.002
Si	8.176	0.025	8.164	0.009	0.012	-0.003
Si	5.444	8.15	8.173	0.004	0.021	-0.005
Si	8.148	5.44	8.215	-0.004	-0.02	-0.002
Si	5.452	13.64	8.147	-0.02	-0.001	0.001
Si	8.19	10.87	8.16	0.019	-0.011	0.004
Si	10.871	2.724	8.149	-0.01	0.02	-0.013
Si	13.613	16.324	8.164	-0.003	0.014	0.008
Si	10.841	8.144	8.199	-0.009	-0.001	-0.01
Si	13.588	5.463	8.148	0.002	0.001	-0.008
Si	10.914	13.607	8.163	0.02	-0.007	0.005
Si	13.556	10.873	8.171	0.009	0.023	0.008
Si	1.381	4.058	9.579	0.002	-0.012	0.013
Si	4.122	1.429	9.518	0.011	0.008	-0.003
Si	1.298	9.538	9.48	-0.033	0.032	-0.006
Si	4.1	6.776	9.539	0.003	0.01	0.001
Si	1.382	14.989	9.457	0.017	0.006	-0.004
Si	4.065	12.287	9.479	-0.005	-0.013	-0.031
Si	6.792	4.138	9.625	-0.005	0.001	0.01
Si	9.513	1.402	9.54	0.025	0.006	0.004
Si	6.808	9.523	9.512	0.008	0.007	-0.007
Si	9.487	6.798	9.602	0.001	-0.01	0.005
Si	6.818	14.994	9.524	-0.016	0.008	-0.004
Si	9.582	12.201	9.518	-0.011	-0.022	-0.013
Si	12.188	4.13	9.489	0.005	-0.003	-0.011
Si	14.977	1.348	9.531	0.003	-0.029	0.015
Si	12.193	9.5	9.56	-0.001	-0.003	0.019
Si	14.962	6.828	9.487	-0.005	0.026	-0.019
Si	12.276	14.959	9.547	-0.018	-0.014	-0.001
Si	14.951	12.233	9.47	0.002	0.007	0.012
Si	0.04	16.294	10.867	-0.049	-0.028	-0.005
Si	2.815	2.771	10.973	0.008	0.006	0.005
Si	16.311	5.477	10.85	0.033	-0.034	0.007
Si	2.659	8.144	10.77	-0.016	0.009	0.011
Si	16.244	10.863	10.848	0.016	-0.017	0.014
Si	2.707	13.647	10.838	0.019	0	0.032
Si	5.475	0.084	10.866	0.022	-0.012	-0.002
Si	8.206	2.805	10.947	-0.012	0.01	-0.013
Si	5.449	5.519	11.044	0.024	-0.013	0.022
Si	8.083	8.158	10.951	-0.031	0.025	-0.009
Si	5.45	10.937	10.797	-0.025	-0.006	-0.012
Si	8.199	13.567	10.808	0.026	-0.011	-0.018
Si	10.873	0.004	10.855	-0.011	0.003	0.005
Si	13.58	2.786	10.779	-0.027	0.017	-0.019
Si	10.868	5.441	10.964	-0.024	-0.006	0.022
Si	13.58	8.127	10.877	0.012	-0.059	-0.007
Si	10.859	10.834	10.993	0.014	-0.007	0.047
Si	13.665	13.573	10.896	0.008	0.006	-0.015
Si	1.424	1.325	12.197	0.096	0.004	-0.034
Si	4.092	4.212	12.456	-0.026	-0.018	-0.006
Si	1.355	6.822	12.211	-0.011	0.031	-0.025
Si	4.015	9.561	12.01	0.018	0.024	-0.047
Si	1.261	12.277	12.124	-0.042	0.029	-0.051
Si	4.092	15.046	12.16	-0.023	-0.019	-0.053
Si	6.837	1.448	12.257	0.004	0.008	-0.001
Si	9.495	4.167	12.415	-0.005	0.005	-0.015
Si	6.748	6.933	12.493	-0.052	0.001	0.026
Si	9.393	9.47	12.356	0.023	0.024	-0.013
Si	6.836	12.25	12.186	0.005	0.017	-0.03
Si	9.547	14.89	12.175	0.003	-0.002	-0.038
Si	12.243	1.436	12.118	-0.005	0.038	-0.032
Si	14.866	4.171	12.161	-0.07	0.019	-0.022
Si	12.28	6.769	12.303	0.056	0.02	0.001
Si	14.903	9.479	12.243	0.005	0.052	-0.024
Si	12.352	12.177	12.274	0.004	-0.002	-0.033
Si	15.085	14.879	12.277	0.048	-0.042	-0.036
Si	0.046	2.857	13.295	0.036	0.035	0.016
Si	2.706	16.263	13.629	-0.058	0.027	0.053
Si	16.297	8.144	13.555	-0.021	-0.036	0.032
Si	2.664	5.67	13.797	0.097	-0.036	0.1
Si	0.053	13.46	13.768	-0.034	0.048	0.078
Si	2.656	10.892	13.312	-0.006	-0.017	0.047
Si	5.57	2.849	13.731	0.022	0.036	0.02
Si	8.162	16.259	13.49	-0.037	-0.02	0.005
Si	5.17	8.403	13.63	0.027	-0.019	0.063
Si	8.235	5.657	13.909	0.087	-0.014	0.07
Si	5.509	13.692	13.451	-0.014	0.073	0.048
Si	7.987	10.871	13.716	-0.009	-0.008	0.05
Si	10.912	2.687	13.629	-0.031	0.002	0.001
Si	13.702	0.094	13.337	-0.006	-0.002	0.033
Si	10.892	8.126	13.617	-0.025	-0.03	0.051
Si	13.597	5.416	13.773	-0.009	-0.024	0.051
Si	10.988	13.579	13.536	0.005	0.013	0.033
Si	13.653	10.796	13.743	-0.01	-0.008	0.079
Si	0.953	4.413	14.787	0.236	0.096	-0.66
Si	4.264	1.231	14.797	-0.171	0.172	-0.72
Si	1.333	9.607	14.741	0.149	-0.171	-0.464
Si	3.566	7.504	15.16	-0.086	-0.168	-0.627
Si	1.852	14.431	14.986	-0.181	0.189	-0.775
Si	4.027	12.308	14.519	0.019	0.024	-0.616
Si	6.975	4.193	15.206	-0.232	0.017	-0.793
Si	9.867	0.898	14.715	-0.18	0.355	-0.794
Si	6.067	10.074	15.024	0.312	-0.087	-0.837
Si	10.111	6.588	15.24	-0.466	0.248	-0.815
Si	6.522	15.287	14.886	0.273	-0.373	-0.686
Si	9.702	12.055	14.768	-0.143	0.124	-0.773
Si	12.089	4.083	15.104	0.342	-0.143	-0.737
Si	15.227	1.362	14.578	-0.192	0.005	-0.655
Si	11.889	9.754	14.942	0.337	-0.126	-0.829
Si	15.15	6.704	15.051	-0.216	0.099	-0.693
Si	12.269	15.213	14.666	0.106	-0.301	-0.628
Si	15.355	11.708	15.122	-0.054	0.256	-0.699
Si	1.825	5.337	21.309	0.002	0.009	-0.263
Si	9.812	4.37	28.234	0.112	-0.099	0.199
Si	8.163	1.791	22.229	-0.043	-0.006	-0.088
Si	14.965	2.683	23.247	-0.188	0.002	-0.137
Si	2.288	8.766	17.605	0.028	0.007	-0.416
Si	9.706	14.503	19.776	0.142	-0.059	-0.049
Si	12.599	6.164	19.551	0.067	0.329	-0.156
Si	14.505	11.358	18.067	-0.146	-0.032	-0.206
Si	12.902	4.298	24.094	0.148	-0.028	-0.078
Si	2.839	3.179	16.754	0.121	-0.101	-0.182
Si	13.7	2.352	17.083	-0.179	-0.026	-0.071
Si	11.132	11.232	21.805	-0.062	0.049	-0.104
Si	4.22	15.895	19.426	0.095	-0.027	-0.126
Si	7.347	4.782	21.756	0.048	0.108	0.003
Si	10.259	2.656	24.258	-0.056	0.13	-0.029
Si	13.879	2.191	25.775	0.078	-0.084	0.007
Si	8.694	8.416	21.436	-0.033	0.098	-0.111
Si	8.802	0.805	19.347	-0.059	-0.022	-0.486
Si	14.234	8.112	17.891	-0.084	-0.035	-0.162
Si	4.923	8.765	26.232	-0.09	-0.026	0.074
Si	14.881	4.401	18.946	0.098	-0.11	-0.069
Si	3.088	3.401	25.307	-0.038	0.067	-0.052
Si	0.386	6.594	18.812	0.066	0.07	-0.35
Si	5.601	11.363	20.998	0.002	0.13	-0.018
Si	9.535	8.26	24.464	-0.051	0.026	-0.192
Si	6.566	16.18	17.58	0.063	-0.018	-0.175
Si	8.841	12.063	23.861	0.154	0.078	-0.019
Si	5.123	10.725	30.19	-0.101	-0.105	0.313
Si	2.89	12.019	31.542	0.095	0.05	0.252
Si	13.125	11.203	30.64	0.142	-0.041	0.188
Si	0.162	3.174	25.744	-0.143	-0.184	0.087
Si	4.857	5.5	17.125	-0.116	0.139	-0.277
Si	15.569	1.881	28.184	0.091	0.004	0.097
Si	12.194	13.332	18.769	0.031	-0.004	-0.143
Si	12.046	6.186	29.059	0.087	0.163	0.172
Si	6.017	8.32	20.215	-0.103	0.048	-0.144
Si	0.253	16.046	16.73	-0.038	-0.109	-0.043
Si	1.972	3.27	29.096	-0.026	0.044	0.16
Si	15.46	12.071	24.492	-0.04	-0.167	0.205
Si	5.221	8.419	17.429	-0.114	-0.068	-0.395
Si	5.567	11.297	27.268	-0.115	-0.114	0.147
Si	0.508	7.189	23.15	-0.289	-0.125	-0.142
Si	4.054	6.123	25.542	-0.098	0.091	0.074
Si	9.817	10.288	19.378	-0.016	0.016	-0.224
Si	11.882	6.308	32.103	0.067	-0.022	0.287
Si	9.58	12.66	17.607	0.125	0.054	-0.121
Si	14.552	4.373	29.451	-0.05	0.047	0.161
Si	7.454	13.691	21.893	-0.043	0.046	-0.274
Si	6.592	5.567	24.599	0.077	0.095	-0.196
Si	1.194	0.198	31.927	-0.106	0.146	0.085
Si	4.043	1.76	27.521	-0.047	0.029	0.102
Si	14.367	4.664	32.535	0.061	0.026	0.376
Si	9.95	5.795	20.954	0.055	-0.104	-0.174
Si	14.103	7.004	24.157	0.268	-0.182	-0.062
Si	4.732	5.773	20.311	-0.055	0.156	-0.289
Si	0.535	5.34	27.76	0.03	-0.109	0.153
Si	15.215	12.325	27.555	-0.111	-0.103	-0.112
Si	7.247	4.588	29.494	-0.004	-0.036	0.254
Si	15.266	12.253	32.44	-0.02	0.012	0.186
Si	10.983	13.017	25.894	0.108	0.054	0.079
Si	11.158	1.715	27.035	0.07	0.197	0.204
Si	8.068	3.6	25.93	0.024	-0.207	-0.035
Si	8.221	2.057	16.914	-0.096	0.122	-0.156
Si	9.256	5.382	23.793	-0.127	-0.125	-0.114
Si	0.024	7.711	26.061	-0.118	0.031	0.034
Si	8.468	16.162	30.057	-0.058	-0.06	0.403
Si	16.243	9.557	28.265	0.12	-0.029	0.175
Si	1.081	13.944	30.804	-0.033	-0.16	0.08
Si	3.176	1.288	23.316	0.135	0.047	-0.148
Si	5.734	16.241	22.061	-0.009	-0.039	-0.199
Si	14.467	5.343	21.804	0.09	-0.002	-0.229
Si	12.042	9.3	32.812	0.162	-0.078	0.158
Si	0.913	2.284	21.47	0.064	-0.005	-0.043
Si	5.035	4.794	31.708	-0.021	-0.02	0.161
Si	6.206	6.502	27.282	0.091	-0.054	0.191
Si	9.349	0.958	32.684	0.016	0.083	0.063
Si	0.962	11.111	19.399	0.098	-0.221	-0.169
Si	1.097	13.579	26.152	0.001	-0.024	-0.038
Si	0.796	10.245	22.514	-0.022	0.152	-0.117
Si	2.731	2.892	31.852	-0.01	-0.003	0.264
Si	13.086	11.004	26.086	0.038	-0.036	0.029
Si	6.971	1.833	28.045	0.148	-0.007	0.107
Si	12.24	9.44	23.715	0.034	0.116	-0.057
Si	13.195	13.886	29.483	0.114	-0.029	0.18
Si	2.765	15.918	25.816	0.141	-0.067	0.03
Si	13.382	9.017	28.39	-0.015	-0.104	0.166
Si	3.653	7.329	31.975	0.121	0.032	0.166
Si	7.332	9.956	25.355	-0.056	0.052	0.012
Si	7.192	15.269	32.641	-0.113	-0.12	0.047
Si	13.621	15.623	17.377	0.018	0.123	-0.168
Si	3.28	12.946	20.191	-0.046	0.004	-0.083
Si	3.884	13.208	25.723	0.016	-0.021	0.05
Si	3.414	11.805	22.909	-0.081	0.029	-0.171
Si	15.493	15.756	29.893	0.107	0.011	0.261
Si	12.804	12.493	23.691	-0.077	-0.098	-0.009
Si	1.808	1.501	18.779	0.061	-0.087	-0.283
Si	10.615	15.157	28.176	-0.082	-0.177	0.091
Si	2.402	9.443	30.303	0.037	0.232	0.103
Si	11.346	8.213	17.546	0.055	-0.188	-0.266
Si	6.241	9.186	32.43	0.163	-0.087	0.169
O	11.023	5.381	33.119	-0.035	-0.637	-0.288
O	2.96	7.297	33.449	0.113	-0.284	-0.035
O	12.458	7.715	28.691	-0.216	0.174	-0.069
O	2.316	1.33	31.677	0.16	-0.105	-0.29
O	16.327	13.293	31.826	0.06	0.008	0.313
O	8.889	2.4	33.265	0.219	0.241	-0.527
O	10.472	9.085	18.562	-0.255	0.014	0.201
O	14.619	11.377	31.244	0.44	-0.071	-0.379
O	1.892	15.143	31.519	0.426	-0.072	-0.194
O	6.701	3.232	28.809	-0.134	-0.016	0.15
O	2.597	12.836	32.921	-0.245	0.162	-0.381
O	10.507	1.748	25.561	-0.235	-0.365	-0.25
O	4.053	1.349	34.151	0.076	0.093	-0.207
O	10.682	0.378	27.768	-0.06	0.193	0.146
O	2.899	5.022	25.309	-0.504	0.15	-0.226
O	13.435	5.995	32.444	0.255	0.415	0.089
O	0.272	14.615	29.585	-0.071	0.025	-0.457
O	15.98	11.216	33.433	0.099	0.084	-0.497
O	3.879	9.787	29.7	0.207	-0.353	-0.754
O	10.906	9.929	33.743	-0.45	-0.091	-0.069
O	12.367	14.923	34.067	-0.065	0.004	-0.312
O	7.567	8.462	33.067	0.193	-0.126	-0.541
O	14.488	2.879	28.858	-0.58	-0.173	-0.057
O	13.58	3.506	33.379	-0.315	-0.141	-0.202
O	7.006	10.814	26.697	0.43	0.081	0.301
O	7.778	0.784	28.963	-0.053	-0.018	-0.147
O	0.859	7.497	24.709	0.412	-0.127	0.078
N	13.965	4	22.779	-0.209	-0.132	-0.189
O	15.782	11.094	28.438	0.088	0.162	0.455
O	3.942	14.821	25.581	0.476	0.126	-0.024
O	15.802	4.985	33.25	0.515	-0.052	-0.62
O	15.98	10.863	23.51	-0.167	-0.06	0.187
O	3.347	2.467	28.805	0.142	-0.084	0.454
N	2.374	8.7	15.838	0.001	0.031	0.245
O	4.753	7.376	20.605	-0.319	0.406	0.219
O	5.234	0.152	20.54	0.283	0.486	-0.139
O	14.595	4.169	31.041	0.29	-0.402	-0.077
O	2.938	12.884	21.782	-0.319	0.383	0.322
O	13.302	12.134	18.861	-0.14	-0.026	0.423
O	3.64	1.905	16.153	0.096	-0.251	0.544
O	8.598	8.97	25.572	0.137	-0.179	0.54
O	1.3	14.843	16.476	0.054	-0.254	0.525
O	16.13	5.175	18.225	0.343	-0.18	-0.302
O	5.7	11.436	28.87	0.377	0.324	-0.014
O	1.593	7.324	17.996	0.285	-0.47	0.065
O	3.131	0.508	27.08	0.018	-0.141	0.452
N	12.71	10.913	24.418	0.028	-0.158	-0.02
O	11.607	3.385	23.757	0.005	-0.014	-0.354
O	11.069	16.209	15.093	-0.076	0.091	0.197
O	13.161	0.86	17.457	-0.209	-0.016	0.449
O	11.026	8.839	24.587	0.242	0.066	0.364
O	4.946	5.468	18.73	0.054	-0.328	0.21
O	14.837	7.275	25.602	-0.401	-0.032	0.372
O	6.191	4.925	16.429	0.375	0.282	0.512
O	0.081	13.347	27.344	0.187	0.483	0.471
O	5.028	11.311	15.368	-0.04	0.076	0.57
O	11.201	12.861	17.558	0.43	-0.356	-0.301
O	13.453	3.757	25.531	-0.231	0.268	0.487
O	14.598	2.933	18.312	0.383	-0.245	0.418
O	3.014	13.314	15.344	-0.045	0.029	0.39
O	3.462	2.808	23.842	0.443	0.391	-0.365
N	12.66	7.538	18.459	0.009	-0.008	0.138
N	4.574	7.076	16.533	0.214	-0.08	0.172
O	8.857	2.125	18.397	0.154	0.496	0.514
O	2.057	12.308	19.346	-0.083	0.426	-0.295
O	14.624	7.491	16.404	-0.029	0.073	0.179
O	10.903	11.153	20.213	0.225	0.185	-0.023
O	16.228	0.245	15.239	0.568	-0.131	-0.44
O	7.783	2.152	26.651	0.19	-0.476	-0.352
O	14.646	12.01	16.57	-0.41	0.182	0.13
O	14.946	8.634	28.668	0.151	-0.49	0.106
O	15.413	7.575	18.897	-0.213	0.131	0.313
O	5.902	5.034	21.123	-0.131	-0.452	0.125
O	12.215	12.375	22.192	0.302	0.381	-0.41
O	5.913	9.9	20.421	0.132	0.04	-0.118
O	1.27	3.853	21.578	0.027	-0.034	-0.009
O	7.243	7.79	21.113	-0.167	-0.336	0.348
O	12.53	3.344	16.515	-0.387	-0.131	0.558
O	0.16	9.214	26.683	0.243	0.22	-0.596
O	1.218	9.352	29.205	-0.152	-0.128	-0.217
O	13.455	8.395	23.673	0.127	0.267	-0.145
O	11.002	5.242	15.479	-0.217	-0.047	0.365
O	4.195	2.861	26.344	0.445	0.326	-0.189
O	0.767	1.847	19.935	-0.561	0.186	-0.151
O	6.158	9.359	16.491	0.22	-0.091	0.472
O	7.012	15.086	16.446	0.21	-0.527	0.356
O	1.369	15.157	26.068	-0.545	0.188	-0.169
O	6.445	4.74	30.906	0.519	0.226	-0.03
O	10.456	14.2	26.871	-0.241	0.068	-0.273
O	10.771	10.909	15.251	0.078	-0.108	0.127
O	2.959	0.53	19.286	0.155	-0.223	0.435
O	14.063	13.121	28.352	-0.162	-0.192	-0.25
O	6.745	1.371	16.973	-0.667	0.181	-0.278
O	12.761	1.566	26.756	0.231	-0.482	0.089
O	4.49	0.429	22.945	0.178	-0.132	0.128
O	8.806	9.736	20.508	-0.352	0.216	0.201
O	16.142	3.308	24.188	0.461	0.418	-0.172
O	11.149	13.758	19.972	0.077	0.211	0.764
O	5.284	0.003	15.132	-0.282	-0.101	0.448
O	5.061	15.853	18.044	-0.315	-0.249	-0.29
O	9.032	12.722	16.099	-0.651	0.45	0.086
O	12.993	14.724	18.541	0.275	0.059	0.328
O	14.289	9.743	17.948	-0.074	-0.001	-0.121
O	11.988	14.735	28.882	0.109	0	0.262
O	2.109	1.407	22.114	0.12	-0.303	-0.155
O	5.906	10.325	33.513	0.047	0.097	-0.291
O	4.628	12.088	19.928	0.109	-0.175	-0.692
O	0.739	10.69	20.947	0.041	0.148	0.159
O	1.433	9.906	18.386	-0.12	0.022	-0.06
O	2.243	10.705	23.107	0.028	-0.114	0.396
O	7.076	6.472	25.886	0.274	0.213	-0.279
O	13.314	6.248	21.035	-0.083	0.317	0.374
O	8.095	13.397	23.348	-0.162	0.418	0.584
O	1.687	6.191	22.669	0.531	0.189	0.488
O	9.261	1.087	16.194	0.295	-0.06	0.291
O	0.612	8.642	22.444	-0.155	0.004	-0.493
O	9.834	7.399	20.944	0.629	0.247	-0.165
O	12.145	9.085	16.415	0.617	0.119	0.567
O	1.907	3.64	30.677	-0.457	0.523	-0.062
O	3.334	5.179	20.8	-0.072	-0.277	-0.172
O	7.452	3.226	22.166	-0.113	0.048	0.08
O	13.307	5.21	28.887	0.017	-0.245	-0.263
O	9.133	11.26	18.292	-0.545	-0.341	-0.121
O	7.405	15.363	31.029	-0.364	-0.17	-0.432
O	0.259	10.645	15.469	-0.013	-0.151	0.66
O	15.779	1.944	22.08	-0.26	-0.294	-0.348
O	2.493	12.826	26.467	-0.143	-0.295	0.554
O	4.467	11.815	31.222	0.408	0.383	0.351
O	15.239	15.562	17.472	-0.048	-0.205	0.594
O	7.54	16.214	18.874	-0.015	-0.189	0.358
O	11.72	9.773	22.216	0.288	-0.337	-0.122
O	4.299	3.337	31.68	0.427	-0.533	-0.276
O	2.149	10.569	31.464	-0.506	-0.255	0.446
O	3.666	4.543	16.617	-0.26	0.117	-0.237
O	2.51	2.878	18.294	0.103	0.415	0.439
O	9.664	6.663	24.682	0.324	-0.248	0.376
O	13.138	14.897	16.006	0.148	-0.577	0.097
O	8.886	8.631	23.015	-0.242	0.209	0.128
O	8.143	3.392	16.034	0.675	0.219	-0.142
O	12.876	5.919	24.245	-0.573	0.232	0.001
O	16.222	5.503	15.417	0.164	0.083	0.222
O	11.117	5.54	19.857	-0.123	-0.422	-0.301
N	7.629	5.647	23.236	-0.027	0.251	0.025
O	8.669	14.338	21.016	0.089	0.265	0.4
O	6.912	12.3	21.226	0.165	-0.139	-0.347
O	6.32	9.938	30.983	0.285	0.24	-0.426
O	14.686	2.245	15.82	0.328	0.27	0.095
O	0.429	12.988	24.8	0.179	0.318	-0.37
O	2.187	12.875	30.349	0.205	-0.082	-0.606
O	5.135	12.699	26.597	0.247	0.342	-0.085
O	4.781	11.124	22.371	0.089	-0.269	0.469
O	15.873	5.184	29.017	0.307	0.38	0.114
O	14.132	14.957	30.281	-0.402	0.275	0.52
O	5.741	15.817	33.138	-0.283	-0.077	-0.35
O	14.994	7.023	34.49	0.035	0.169	-0.191
O	15.176	4.541	20.548	0.245	-0.289	0.332
O	9.314	0.803	31.075	0.35	0.298	-0.429
N	14.658	11.738	26.036	-0.072	-0.022	-0.012
N	15.258	6.458	22.945	-0.013	0.051	0.05
O	1.706	2.772	25.861	0.037	-0.267	0.395
O	14.122	13.079	33.251	-0.127	0.212	-0.551
O	8.508	5.114	20.644	-0.156	-0.238	-0.445
O	9.47	1.737	23.185	0.152	-0.496	0.097
O	7.689	10.973	24.156	-0.497	-0.061	-0.499
O	6.174	14.674	22.113	-0.248	-0.239	0.163
O	10.017	16.062	19.424	0.706	0.231	-0.102
O	0.983	6.242	20.261	0.024	0.098	0.287
O	1.924	4.65	28.236	0.6	0.434	-0.322
O	5.24	5.36	33.215	0.02	0.315	-0.091
O	4.834	5.696	26.912	-0.046	-0.423	0.4
O	9.392	15.086	29.259	-0.124	-0.612	-0.061
O	2.502	0.465	24.509	-0.561	-0.061	-0.081
O	5.761	8.054	27.454	0.296	0.394	0.387
O	15.239	0.364	28.615	-0.392	-0.256	-0.335
O	5.976	9.109	25.026	-0.29	-0.301	-0.803
O	12.221	10.416	31.694	-0.229	0.225	-0.238
O	8.883	4.431	29.6	0.226	-0.123	0.457
O	16.271	4.598	26.462	-0.572	0.193	-0.118
O	3.826	12.54	24.266	0.204	-0.067	-0.133
O	0.721	2.324	28.674	0.041	-0.341	-0.215
O	0.976	0.869	17.563	-0.061	0.127	0.031
O	1.455	3.423	15.977	-0.384	-0.527	0.355
N	15.428	2.058	26.492	0.04	-0.348	-0.172
O	3.994	5.939	31.202	-0.289	0.073	-0.522
O	3.77	7.73	25.702	-0.706	0.312	-0.188
O	14.077	1.683	24.212	-0.212	-0.444	-0.14
O	10.252	7.295	16.728	-0.296	0.177	0.4
O	5.033	8.14	32.23	-0.033	-0.039	-0.165
O	6.862	5.911	28.62	0.198	0.42	0.149
O	11.939	13.505	24.647	-0.036	0.707	-0.027
O	10.824	5.631	28.16	-0.245	0.153	-0.615
N	9.232	3.915	24.693	0.072	0.091	-0.041
O	5.517	1.187	27.814	0.042	-0.479	-0.179
O	14.361	12.922	23.634	0.331	0.616	-0.503
O	0.667	6.864	27.293	0.459	0.403	0.129
O	3.593	14.458	19.769	-0.365	-0.038	-0.118
O	2.336	3.242	33.395	-0.473	0.322	-0.035
O	3.842	9.04	18.064	-0.031	0.138	0.675
O	9.793	11.536	22.658	-0.286	0.071	0.02
O	10.244	5.298	22.486	0.366	-0.387	0.346
O	8.281	16.253	33.317	-0.123	-0.09	0.627
O	9.473	12.16	34.106	-0.083	0.029	-0.555
O	15.039	1.477	34.227	0.063	-0.149	-0.405
O	8.964	13.843	18.494	-0.695	0.306	0.027
O	15.876	11.648	18.857	0.223	0.456	0.327
O	11.536	7.872	32.286	-0.227	0.077	-0.284
O	5.061	5.934	24.262	-0.136	0.199	-0.763
O	0.773	0.036	33.472	0.232	-0.42	0.086
O	13.133	9.581	26.878	-0.182	-0.153	-0.38
O	9.367	6.929	34.26	-0.06	-0.021	-0.142
O	13.422	9.023	33.606	0.475	0.236	-0.463
O	8.669	4.529	27.11	-0.123	0.253	-0.286
O	11.531	6	30.577	-0.327	-0.189	-0.221
O	9.68	12.327	25.217	-0.108	-0.117	0.184
O	6.234	8.036	18.626	0.436	-0.22	-0.061
O	13.051	10.297	29.317	-0.255	0.095	-0.127
O	7.528	13.806	33.271	-0.249	-0.319	-0.39
O	2.552	8.017	31.018	-0.488	-0.536	-0.324
O	16.13	0.354	31.081	-0.25	0.266	-0.099
O	1.362	9.373	34.215	-0.032	-0.13	-0.618
O	10.794	0.516	33.245	0.44	0.131	-0.647
O	4.431	10.19	26.824	-0.726	0.242	0.074
O	7.024	0.716	22.597	0.143	-0.147	0.421
O	6.993	3.967	34.26	-0.125	0.181	-0.247
O	12.573	12.709	30.411	-0.433	0.133	0.091
O	11.899	11.949	26.735	-0.012	-0.118	0.603
O	10.672	2.996	27.942	0.13	-0.195	0.276
O	4.341	12.122	34.502	0.18	0.176	0.033
O	8.701	1.426	20.788	0.065	0.371	0.105
O	6.668	4.069	25.273	-0.562	-0.251	-0.046
O	13.457	5.107	18.686	-0.483	-0.148	-0.286

Results
total energy: -133406.095 eV
total energy less fixed offsets of N -271.95, O -438.35, Si -107.03 eV per atom: 10.235 eV
